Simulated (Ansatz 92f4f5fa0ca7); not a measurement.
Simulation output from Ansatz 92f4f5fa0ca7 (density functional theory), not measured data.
Periodic cell of 223 atoms, Si133O90, from a study of silicon, its oxide and their interface. The atomic structure is a simulated model.
Doubt: the cutoff is far below the 930 eV that the study's wrapper takes by default for these files, so forces and energies are approximate.
This geometry differs little from another in the collection (a relaxation step or a small displacement).

Settings: functional PBE; potential files Ansatz PAW; basis plane waves; wave-function cutoff 580 eV; density cutoff ratio 5; exchange-correlation grid ratio 1; k mesh 1 x 1 x 1, Gamma-centred; self-consistency stop 5e-08 eV per atom in the density residual; occupations fixed; spin none; net charge 0.

Cell vectors (angstrom)
a, 10.938, 0, 0
b, 0, 10.938, 0
c, 0, 0, 32.4099

Atoms and the computed forces on them: element, x, y, z (angstrom), force x, y, z (eV/angstrom)
Si, 0.4715, -0.5547, 24.8334, -0.0501, 0.0768, 0.1465
Si, 5.5658, -0.2752, 24.9977, -0.0047, 0.0202, -0.0022
Si, 2.5743, 2.9631, 25.0229, 0.0233, -0.0458, 0.0566
Si, 8.0649, 2.9657, 24.7494, 0.0005, 0.0129, -0.0142
Si, 0.3497, 5.2384, 24.9199, -0.0074, 0.0282, -0.0675
Si, 4.8364, 6.0314, 24.9052, 0.1058, -0.0398, 0.0673
Si, 2.7122, 8.2374, 25.397, -0.0136, -0.016, -0.1058
Si, 7.9476, 8.5686, 24.8004, 0.0084, -0.0201, 0.0108
Si, 1.3739, 1.2805, 26.1709, 0.0014, -0.0454, -0.0733
Si, 6.7875, 1.4529, 26.1106, 0.0001, -0.0092, -0.0027
Si, 4.0643, 4.2292, 26.2968, 0.0409, 0.0092, -0.0605
Si, 9.5689, 4.1269, 26.164, -0.0437, 0.028, -0.0272
Si, 1.2768, 6.7838, 26.4359, -0.0036, 0.0244, 0.0099
Si, 6.7743, 6.9009, 26.0868, -0.0484, -0.0392, -0.0517
Si, 4.1727, 9.5998, 26.5372, 0.0172, 0.0072, -0.0049
Si, 9.582, 9.5889, 26.176, 0.09, -0.0177, -0.0439
Si, 2.7161, 0.0513, 27.6798, -0.0056, 0.0621, 0.0542
Si, 8.1976, 0.0685, 27.5421, -0.002, 0.01, 0.0293
Si, -0.0203, 2.703, 27.5541, 0.0433, -0.0377, 0.0523
Si, 5.4591, 2.7777, 27.5831, -0.0291, 0.0089, 0.0218
Si, 2.7092, 5.477, 27.7188, -0.0327, -0.0508, 0.0802
Si, 8.1719, 5.5036, 27.5296, -0.0051, 0.0269, 0.026
Si, -0.0849, 8.2268, 27.6546, -0.0517, 0.0164, 0.0367
Si, 5.54, 8.1512, 27.6916, 0.0189, -0.0171, 0.0355
Si, 4.1018, 1.3673, 28.9917, 0.0762, 0.5192, 0.1164
Si, 9.5708, 1.3673, 28.9917, -0.0944, 0.097, -0.2342
Si, 1.3673, 4.1018, 28.9917, -0.3119, -0.5208, 0.1118
Si, 6.8362, 4.1018, 28.9917, 0.13, 0.1726, -0.3864
Si, 4.1018, 6.8362, 28.9917, 0.1623, -0.0475, 0.5036
Si, 9.5708, 6.8362, 28.9917, -0.6011, -0.0916, 0.0215
Si, 1.3673, 9.5708, 28.9917, -0.1877, 0.0195, 0.0421
Si, 6.8362, 9.5708, 28.9917, 0.5033, 0.2501, -0.0629
Si, 0, 0, 30.3589, -0.0134, -0.066, -0.003
Si, 5.469, 0, 30.3589, 0.0676, 0.0339, -0.0649
Si, 2.7345, 2.7345, 30.3589, 0.0164, 0.0071, 0.0394
Si, 8.2035, 2.7345, 30.3589, 0.0816, 0.0118, -0.0449
Si, 0, 5.469, 30.3589, -0.08, -0.1593, -0.0513
Si, 5.469, 5.469, 30.3589, -0.0875, 0.007, 0.029
Si, 2.7345, 8.2035, 30.3589, 0.0761, -0.006, -0.0293
Si, 8.2035, 8.2035, 30.3589, 0.0695, 0.0529, 0.0436
Si, 1.3673, 1.3673, 31.7262, 0.0489, 0.0158, -0.0178
Si, 6.8362, 1.3673, 31.7262, -0.0538, -0.016, -0.0247
Si, 4.1018, 4.1018, 31.7262, -0.0111, -0.0092, 0.0028
Si, 9.5708, 4.1018, 31.7262, -0.0131, 0.0734, -0.0013
Si, 1.3673, 6.8362, 31.7262, 0.0421, 0.0337, -0.0416
Si, 6.8362, 6.8362, 31.7262, -0.0336, 0.0235, -0.0246
Si, 4.1018, 9.5708, 31.7262, -0.0892, 0.0195, -0.0263
Si, 9.5708, 9.5708, 31.7262, 0.0076, -0.0307, -0.0009
Si, 2.7345, 0, 0.6835, 0.0681, -0.0528, 0.0114
Si, 8.2035, 0, 0.6835, 0.0028, 0.0131, -0.0168
Si, 0, 2.7345, 0.6835, 0.0022, -0.027, 0.0359
Si, 5.469, 2.7345, 0.6835, 0.0047, -0.0056, 0.032
Si, 2.7345, 5.469, 0.6835, -0.0262, 0.0262, -0.0074
Si, 8.2035, 5.469, 0.6835, 0.045, -0.0347, 0.0033
Si, 0, 8.2035, 0.6835, 0.0135, 0.0189, 0.0311
Si, 5.469, 8.2035, 0.6835, 0.0097, -0.0512, 0.0358
Si, 4.1018, 1.3673, 2.0507, -0.1532, -0.0457, -0.0283
Si, 9.5708, 1.3673, 2.0507, -0.017, -0.0771, 0.0245
Si, 1.3673, 4.1018, 2.0507, 0.1813, 0.1128, 0.0229
Si, 6.8362, 4.1018, 2.0507, -0.0806, 0.0607, -0.0333
Si, 4.1018, 6.8362, 2.0507, -0.0742, -0.008, 0.0555
Si, 9.5708, 6.8362, 2.0507, -0.0814, -0.0359, -0.0126
Si, 1.3673, 9.5708, 2.0507, 0.0256, -0.0147, 0.002
Si, 6.8362, 9.5708, 2.0507, 0.0955, 0.1468, 0.0391
Si, 0, 0, 3.418, -0.2421, -0.1078, -0.2187
Si, 5.469, 0, 3.418, 0.4145, 0.2431, 0.1588
Si, 2.7345, 2.7345, 3.418, 0.2147, -0.0125, -0.5454
Si, 8.2035, 2.7345, 3.418, -0.051, 0.0003, 0.546
Si, 0, 5.469, 3.418, -0.3317, -0.0336, 0.2831
Si, 5.469, 5.469, 3.418, 0.2658, -0.3494, -0.2668
Si, 2.7345, 8.2035, 3.418, -0.1768, -0.046, -0.0603
Si, 8.2035, 8.2035, 3.418, 0.2758, -0.0967, 0.0889
Si, 1.2935, 1.4491, 4.706, -0.092, 0.0002, -0.0298
Si, 6.8857, 1.3454, 4.8922, -0.0367, 0.0673, -0.0108
Si, 4.2227, 3.9728, 4.7427, 0.0017, -0.0029, -0.0713
Si, 9.5424, 4.1139, 4.8669, -0.049, 0.0246, -0.0153
Si, 1.3562, 6.8286, 4.7893, 0.0423, 0.0427, -0.056
Si, 6.8611, 6.7959, 4.7643, -0.0456, 0.0353, -0.0822
Si, 4.1261, 9.5624, 4.7331, -0.0544, 0.0216, -0.0161
Si, 9.6249, 9.5343, 4.8204, 0.055, -0.0069, -0.0109
Si, 2.8364, 0.2076, 5.8851, 0.2383, 0.1595, 0.254
Si, 8.2359, -0.1082, 6.2487, -0.0346, -0.0907, 0.1228
Si, -0.0619, 2.6818, 6.2286, 0.0527, -0.0537, 0.0667
Si, 5.5831, 2.7737, 6.3492, -0.003, -0.0763, 0.0505
Si, 2.7172, 5.2804, 5.899, 0.0132, 0.0021, 0.1185
Si, 8.2189, 5.5542, 6.2818, 0.0657, -0.0445, 0.0197
Si, 0.1403, 8.2552, 6.2796, -0.1223, 0.0088, 0.1317
Si, 5.4228, 8.1153, 6.0552, 0.0326, -0.0564, 0.1334
Si, 3.8642, 1.6312, 7.5175, -0.1857, -0.0947, -0.498
Si, 9.9149, 0.9495, 7.5782, 0.0703, 0.0352, -0.1395
Si, 1.6204, 3.8447, 7.3967, -0.0265, 0.0776, -0.0462
Si, 6.5714, 4.5258, 7.7072, -0.0255, 0.0587, 0.0173
Si, 4.1548, 6.4784, 7.2248, 0.0869, 0.1203, -0.2544
Si, 9.3731, 7.1789, 7.6239, 0.0313, 0.0624, -0.2083
Si, 1.4904, 10.0078, 7.3222, 0.0058, -0.2242, -0.0904
Si, 6.9222, 9.222, 7.4717, -0.0031, -0.1028, -0.298
O, 10.9842, 5.9053, 23.4394, -0.0062, -0.0017, 0.0115
O, 4.5309, 0.049, 23.7558, -0.0158, 0.0073, -0.0293
O, 8.1003, 8.1772, 8.0596, 0.0454, 0.0415, 0.0341
O, 2.7445, 2.7747, 7.961, 0.0485, -0.1092, 0.0551
O, 7.1641, 4.0814, 23.924, -0.0001, -0.0008, 0.004
O, 1.6774, 9.26, 24.5819, -0.0002, 0.0099, 0.0089
O, 5.3012, 5.5609, 7.9739, 0.0673, -0.056, -0.0124
O, 0.288, -0.0134, 7.9798, -0.0566, 0.0394, 0.0416
O, 7.0495, 4.2377, 9.2738, 0.0312, -0.0311, 0.0212
O, 5.8577, 9.8084, 8.5614, -0.9441, -0.0765, 1.0133
O, 10.0939, 6.555, 8.9772, 0.0336, -0.0066, 0.0655
O, 2.7166, 9.6632, 8.5801, -1.2333, 0.0214, -1.2982
O, 4.196, 0.7386, 8.8238, -0.0061, -0.0632, 0.0722
O, 1.0628, 4.6827, 8.6949, -0.019, -0.0139, -0.0097
O, 9.2854, 1.357, 9.0351, -0.0156, -0.0016, 0.0696
O, 3, 6.967, 8.3068, -0.0759, 0.5164, 0.6885
O, 7.3826, 6.253, 22.3106, 0.0094, 0.004, -0.0027
O, 8.8661, 2.143, 23.5622, 0.0144, -0.0005, -0.0097
O, 5.0917, 5.4987, 23.3735, 0.0031, -0.0141, -0.0436
O, 3.3256, 2.4237, 23.6562, 0.014, -0.0146, -0.0238
O, 10.9236, -0.2378, 23.2877, 0.0098, -0.0059, -0.0738
O, 3.722, 7.2157, 24.5534, -0.0093, 0.0151, 0.034
O, 1.4481, 4.0673, 24.5562, -0.0234, -0.0209, 0.0076
O, 6.7497, 9.6585, 24.4149, -0.0175, 0.0113, 0.031
Si, 14.6355, 1.0811, 22.8164, -0.0043, -0.0018, 0.026
Si, -1.2848, 2.6001, 22.2054, -0.0097, 0.0051, 0.0083
Si, 0.7234, 11.554, 22.0949, -0.0033, -0.012, 0.0166
Si, 11.6043, 0.7903, 14.9558, -0.0019, -0.0105, -0.0197
Si, 5.8324, -0.5917, 12.0296, 0.1172, 0.3607, 0.0619
Si, 11.6638, 15.7341, 12.652, 0.0483, 0.0732, -0.071
Si, 9.3951, 1.55, 10.6555, -0.0128, 0.0568, -0.0621
Si, 5.2651, 4.0544, 20.0436, 0.0101, -0.0038, 0.0089
Si, 9.858, 8.0383, 13.5041, -0.0145, -0.0264, 0.0142
Si, 10.4094, -2.9564, 16.4788, 0.0062, -0.0128, -0.0338
Si, 10.8443, 5.263, 9.6631, 0.0804, -0.0586, 0.0437
Si, -0.2983, 5.4629, 21.899, -0.0021, 0.0115, 0.0073
Si, 8.5812, -1.2769, 11.4757, 0.0103, 0.005, -0.002
Si, 8.7937, 5.0369, 13.2081, 0.0199, 0.0005, -0.0292
Si, 7.2525, 3.5755, 15.6395, 0.0027, 0.0078, -0.0427
Si, 12.2661, 6.0481, 15.389, -0.002, -0.0076, -0.0714
Si, 5.6843, 5.6983, 17.3875, -0.0013, -0.0068, -0.0084
Si, 4.4449, 10.1377, 9.4704, 1.0405, 0.7464, 0.1487
Si, 13.4213, 1.4758, 18.7282, 0.0035, 0.0019, -0.0068
Si, 9.6839, 0.7756, 19.8789, 0.0013, 0.0021, 0.0057
Si, -1.092, 2.2879, 17.0082, 0.0037, -0.0021, -0.0032
Si, 12.6202, 9.9049, 17.1971, 0.0014, 0.0044, -0.0182
Si, 5.163, 1.1302, 20.0994, 0.0052, 0.0042, -0.0013
Si, 3.5813, 7.7643, 16.4357, -0.0165, -0.0165, -0.0286
Si, 13.0202, 4.1323, 20.0735, -0.0063, 0.01, -0.0006
Si, -3.597, 9.6892, 19.8228, 0.0119, -0.0071, 0.0046
Si, 8.3987, 7.4538, 21.937, 0.0045, -0.0006, 0.0033
Si, 2.5781, 2.4118, 13.3971, 0.0009, 0.0568, -0.041
Si, 5.6492, -1.4243, 14.8756, -0.0156, -0.0321, 0.0439
Si, 2.7337, 8.1841, 9.355, -1.1554, -1.1693, -0.509
Si, -3.5499, -2.6169, 17.0717, 0.0016, -0.0078, -0.0024
Si, 0.8198, 11.6257, 11.9955, 0.0022, -0.0072, -0.0257
Si, 6.489, 4.981, 22.7346, -0.0135, 0.0134, 0.0265
Si, 1.6114, -7.118, 17.2553, 0.0032, 0.0118, -0.0283
Si, 11.2123, 8.802, 10.9977, -0.0641, 0.0814, 0.2265
Si, 5.4524, 1.4275, 14.1507, -0.0002, 0.0129, -0.0693
Si, 8.1524, 4.0684, 10.4606, -0.0114, 0.0174, -0.0287
O, 8.1843, 2.5594, 11.0621, 0.0068, -0.041, 0.0068
O, 5.6935, -1.6697, 13.2594, -0.0152, -0.0341, -0.0465
O, 9.834, 1.5369, 18.454, 0.0003, 0.0085, -0.0094
O, 3.6753, -6.646, 20.44, -0.0017, -0.0021, 0.0025
O, -1.2908, 8.8973, 10.4714, 0.0044, -0.0125, -0.0548
O, 0.1097, 0.2117, 20.6288, -0.0076, 0.0013, -0.0073
O, 1.244, 7.973, 9.982, 0.2561, -0.1533, 0.1298
O, 15.087, 2.38, 13.8186, 0.0328, -0.0326, 0.0175
O, 17.9625, -1.2081, 11.0713, -0.0702, -0.0687, -0.0154
O, 12.5232, 0.1867, 18.282, 0.0043, -0.003, 0.0063
O, 10.9525, 6.4348, 16.3094, -0.0036, 0.006, 0.0168
O, 10.3227, -2.3656, 14.9596, 0.0045, 0.0109, 0.0144
O, 7.914, 4.4629, 14.4367, -0.0121, -0.0205, 0.0356
O, 13.2621, 12.1919, 12.269, -0.0068, -0.0152, -0.0066
O, 6.7945, 6.8183, 17.053, 0.0015, 0.0048, 0.0067
O, 11.1134, 11.2497, 13.4675, 0.006, -0.0108, 0.0097
O, 12.9613, 4.6825, 15.9425, 0.0039, -0.0161, 0.027
O, 19.6954, -0.5093, 19.5953, 0.0048, 0.0012, 0.0066
O, 0.2922, 13.1165, 22.3674, 0.0019, 0.0027, 0.0002
O, 6.1349, 0.8493, 12.7777, 0.0393, 0.0382, 0.123
O, 5.6642, 2.5614, 19.4669, 0.0014, -0.0042, -0.0003
O, -1.9536, 1.8193, 20.9368, 0.0046, -0.0086, -0.0065
O, 5.1104, 0.1167, 15.1001, 0.0018, -0.0068, -0.0051
O, 7.9761, 5.0538, 11.7634, -0.0012, 0.0137, 0.0036
O, 12.5797, 2.0882, 14.7076, -0.0023, -0.0035, 0.0079
O, 6.1712, 4.1642, 21.3838, -0.009, -0.0093, -0.0126
O, 1.7964, 4.758, 18.5889, 0.0021, -0.0033, 0.0008
O, 0.9501, 10.2794, 11.0914, 0.0098, 0.0712, 0.0179
O, 3.8737, 0.7523, 19.173, -0.0107, -0.0006, -0.0013
O, 11.3639, 8.8983, 17.4182, -0.0048, 0.0005, 0.0148
O, 11.5161, 5.4723, 11.1529, -0.0615, -0.0172, 0.0187
O, 10.9367, 12.7948, 11.1543, 0.0033, -0.0164, 0.0162
O, 3.0399, -1.9466, 17.3922, 0.0009, -0.001, 0.0169
O, 6.0924, 4.4352, 16.4214, 0.0053, 0.0043, 0.0087
O, -2.2373, 8.1954, 23.3735, 0.0069, -0.0098, -0.0265
O, 1.0088, 16.8548, 13.8046, -0.0065, -0.0032, 0.0414
O, 10.1863, 4.1578, 13.029, -0.0134, -0.0108, 0.0098
O, 5.6978, 5.1648, 18.9311, 0.0066, 0.0112, -0.0114
O, 9.5871, 4.2031, 21.9423, 0.0052, -0.0036, 0.0068
O, 4.2293, 6.4451, 17.1684, 0.0039, 0.004, 0.0133
O, 3.9798, 8.608, 10.2152, 1.345, -0.0851, -0.0097
O, 4.6317, -0.2299, 11.0166, 0.4473, 0.162, 0.0607
O, 7.6344, 8.4981, 20.9219, -0.0074, 0.0144, -0.0078
O, 1.8515, 2.4691, 19.9201, 0.0054, -0.0045, -0.0004
O, 8.9776, -2.8644, 17.2026, 0.0026, 0.0067, 0.0038
O, -1.1532, 6.7643, 21.3143, 0.0034, -0.0011, 0.0071
O, -2.2467, -1.9083, 12.9626, -0.0242, 0.0055, 0.0176
O, 9.0872, 0.2451, 11.5436, -0.0355, -0.0115, 0.0098
O, -0.6368, 12.1562, 15.8489, -0.0038, -0.0029, 0.011
O, 4.6402, 8.3882, 15.4116, 0.035, 0.0311, -0.0021
O, 8.4146, 2.9955, 16.6508, 0.0022, -0.0088, 0.0039
O, 2.3451, -3.645, 15.5056, 0.0203, 0.0108, 0.029
O, -4.7222, 10.8261, 20.2115, -0.0005, -0.001, 0.0044
O, 9.6345, 4.1856, 9.774, -0.0438, -0.0553, 0.0205
O, 13.5278, 2.5018, 17.4375, 0.002, -0.0072, 0.0086
O, 2.3352, 0.4008, 22.2068, 0.0015, -0.0005, -0.001
O, 11.133, 8.1161, 12.4725, -0.0048, 0.0127, -0.0636
O, 6.5324, 2.3074, 14.9533, -0.0022, 0.0084, 0.0237
O, -1.7565, 6.5657, 13.5839, -0.0149, 0.0064, 0.0085
O, 0.0372, 3.4478, 17.1155, -0.0039, -0.0075, 0.0041
O, 11.9933, 4.9454, 21.0863, 0.017, -0.0111, -0.0062
O, 4.6788, 1.4955, 21.6066, 0.0105, 0.0018, -0.0145
O, 7.0297, -1.7262, 15.7353, -0.0067, 0.0126, -0.019
O, 12.4913, -0.3676, 15.7012, 0.0082, 0.0029, 0.0119
O, 6.828, -1.8784, 18.4138, 0.0001, -0.0099, -0.0066
O, 12.9613, 3.8057, 12.7295, -0.0008, -0.0555, 0.0192

Results
free energy: -135732.272 eV
free energy less fixed offsets of O -568.88, Si -635.61 eV per atom: 3.058 eV

The program warned: the cutoff lies below the one the program advises for these potential files; the forces do not sum to zero within the program's tolerance; the exchange-correlation potential is rough where the density is thin.
